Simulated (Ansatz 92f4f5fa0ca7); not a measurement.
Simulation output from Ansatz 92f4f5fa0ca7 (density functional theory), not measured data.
Periodic cell of 212 atoms, Si132O80, from a study of silicon, its oxide and their interface. The atomic structure is a simulated model.
Doubt: the cutoff is low for norm-conserving oxygen, so forces and energies are approximate.
Doubt: the program's own warning below bears on the result.
This geometry differs little from another in the collection (a relaxation step or a small displacement).

Settings: functional HSE06; potential files SPMS norm-conserving; basis plane waves; wave-function cutoff 800 eV; density cutoff ratio 4; exchange-correlation grid ratio 1; k mesh 1 x 1 x 1, Gamma-centred; occupations fixed; spin none; net charge 0.

Cell vectors (angstrom)
a  10.938  0  0
b  0  10.938  0
c  0  0  31.1215

Atoms: element, x, y, z (angstrom)
Si  10.3326  0.4045  23.7821
Si  5.8689  10.3734  23.8582
Si  2.1676  3.1842  23.7482
Si  8.6191  2.2333  23.5254
Si  0.3821  4.9673  23.4665
Si  4.9732  5.9086  23.8002
Si  3.1996  7.6547  23.8141
Si  7.74  8.8387  23.7923
Si  1.2355  1.3895  24.9554
Si  6.8226  1.3615  24.8759
Si  3.9775  4.1434  24.9994
Si  9.5722  4.0269  24.8117
Si  1.311  6.7295  24.8835
Si  6.832  6.8894  24.882
Si  4.0845  9.4696  25.0597
Si  9.4619  9.6553  25.1637
Si  2.6951  0.0169  26.2912
Si  8.1114  0.0938  26.4329
Si  -0.0519  2.758  26.3593
Si  5.4413  2.7492  26.2653
Si  2.6703  5.4946  26.3915
Si  8.2146  5.4569  26.2219
Si  -0.0013  8.1883  26.2923
Si  5.5052  8.17  26.3973
Si  4.1018  1.3673  27.7033
Si  9.5708  1.3673  27.7033
Si  1.3673  4.1018  27.7033
Si  6.8362  4.1018  27.7033
Si  4.1018  6.8362  27.7033
Si  9.5708  6.8362  27.7033
Si  1.3673  9.5708  27.7033
Si  6.8362  9.5708  27.7033
Si  0  0  29.0705
Si  5.469  0  29.0705
Si  2.7345  2.7345  29.0705
Si  8.2035  2.7345  29.0705
Si  0  5.469  29.0705
Si  5.469  5.469  29.0705
Si  2.7345  8.2035  29.0705
Si  8.2035  8.2035  29.0705
Si  1.3673  1.3673  30.4378
Si  6.8362  1.3673  30.4378
Si  4.1018  4.1018  30.4378
Si  9.5708  4.1018  30.4378
Si  1.3673  6.8362  30.4378
Si  6.8362  6.8362  30.4378
Si  4.1018  9.5708  30.4378
Si  9.5708  9.5708  30.4378
Si  2.7345  0  0.6835
Si  8.2035  0  0.6835
Si  0  2.7345  0.6835
Si  5.469  2.7345  0.6835
Si  2.7345  5.469  0.6835
Si  8.2035  5.469  0.6835
Si  0  8.2035  0.6835
Si  5.469  8.2035  0.6835
Si  4.1018  1.3673  2.0507
Si  9.5708  1.3673  2.0507
Si  1.3673  4.1018  2.0507
Si  6.8362  4.1018  2.0507
Si  4.1018  6.8362  2.0507
Si  9.5708  6.8362  2.0507
Si  1.3673  9.5708  2.0507
Si  6.8362  9.5708  2.0507
Si  0  0  3.418
Si  5.469  0  3.418
Si  2.7345  2.7345  3.418
Si  8.2035  2.7345  3.418
Si  0  5.469  3.418
Si  5.469  5.469  3.418
Si  2.7345  8.2035  3.418
Si  8.2035  8.2035  3.418
Si  1.4127  1.3262  4.7068
Si  6.8535  1.409  4.8699
Si  4.1145  4.1298  4.7326
Si  9.573  4.0952  4.9053
Si  1.3691  6.8152  4.8534
Si  6.9083  6.7754  4.7336
Si  4.1277  9.5667  4.8111
Si  9.6001  9.544  4.7077
Si  2.7637  0.0393  6.1568
Si  8.335  -0.027  6.1084
Si  0.1236  2.644  6.1332
Si  5.5156  2.9446  6.2041
Si  2.7835  5.4177  6.1868
Si  8.1994  5.5516  6.3375
Si  -0.0324  8.2289  6.1755
Si  5.5815  8.1647  6.043
Si  3.6998  1.9226  7.28
Si  10.2357  0.7644  7.3286
Si  1.8242  3.6313  7.4567
Si  6.3682  4.772  7.6903
Si  4.5659  6.493  7.3377
Si  9.0796  7.4577  7.5269
Si  1.1384  9.8262  7.4483
Si  7.3051  9.1749  7.2986
O  1.8313  9.0048  8.7657
O  1.1561  4.095  8.9257
O  9.6882  1.4439  8.7176
O  6.6602  9.7808  8.6977
O  4.5487  1.3827  8.5981
O  3.9936  7.3129  8.6619
O  6.8111  4.6378  9.331
O  9.4571  7.2787  9.1464
O  2.6595  2.3823  22.3855
O  5.3234  10.4773  22.2937
O  8.2183  2.6826  21.9382
O  -0.1247  5.3353  21.8812
O  8.3101  8.9725  22.211
O  2.7267  8.0914  22.283
O  5.43  5.3255  22.2992
O  10.6076  10.4862  22.3672
Si  5.5804  0.2965  20.8901
Si  3.4902  3.1496  17.0405
Si  4.7848  1.5393  10.1827
Si  3.3834  2.5167  20.947
Si  3.9175  9.5783  18.8363
Si  2.698  7.8171  9.5094
Si  9.7844  9.3122  21.5665
Si  5.0429  8.0613  16.3277
Si  9.9416  0.2141  19.1172
Si  5.128  10.329  14.0849
Si  0.2737  8.6985  15.6722
Si  6.7529  10.2902  10.2308
Si  0.3472  0.9303  12.5083
Si  7.2253  5.7913  16.3408
Si  9.439  0.0347  16.2592
Si  10.1104  6.4531  17.6692
Si  10.9396  6.5408  20.7476
Si  2.8012  7.5725  20.7493
Si  2.6944  2.8983  11.9498
Si  10.0408  2.5809  14.8245
Si  7.38  4.0047  13.7657
Si  7.9069  9.707  13.8871
Si  4.0383  8.0056  12.3078
Si  9.6681  6.8778  10.7149
Si  7.0083  7.6826  12.0831
Si  10.4985  9.1005  12.7666
Si  7.984  2.0028  20.4522
Si  6.1143  3.8673  18.5864
Si  4.7699  5.2773  20.8139
Si  7.0889  3.6989  10.6689
Si  9.1532  1.4757  10.2306
Si  2.5922  7.1216  14.8232
Si  1.1336  5.0744  10.2398
Si  2.0588  0.9983  18.5084
Si  4.7162  2.4516  14.2071
Si  1.1557  4.7312  16.0834
O  10.4303  1.4046  13.7876
O  8.0138  0.3472  10.4404
O  8.8924  3.4861  14.1058
O  4.2794  2.9516  15.6632
O  10.0765  6.4607  19.3311
O  3.6226  4.1146  20.7103
O  8.1936  6.7313  11.448
O  1.5682  6.6108  20.3188
O  2.3295  2.0322  17.29
O  3.3121  8.3625  10.9058
O  4.1579  6.7354  20.4936
O  8.6775  6.1175  16.9923
O  0.5423  0.4552  18.6454
O  2.8236  8.8779  19.8066
O  7.4334  8.1471  13.6153
O  3.3519  2.0352  10.7393
O  10.5834  7.8992  21.5708
O  10.59  8.2874  14.1929
O  1.9676  4.2685  11.4123
O  5.863  2.644  10.6621
O  8.3642  10.0847  15.4018
O  4.4207  0.8458  14.1827
O  9.1103  9.9699  12.8231
O  4.6513  3.1828  18.2109
O  6.2958  2.8165  14.056
O  5.3624  0.0945  10.6677
O  4.8159  1.7415  20.9297
O  10.6368  7.8374  16.9456
O  0.7066  10.262  12.5842
O  4.545  8.5086  17.8043
O  10.5537  5.4809  10.762
O  7.1854  5.2992  14.7665
O  5.1196  10.2636  19.684
O  6.6491  4.5313  17.2092
O  1.5537  5.8714  14.9788
O  5.9071  5.0361  19.694
O  10.4961  8.0564  11.5161
O  9.0299  -0.1309  17.8153
O  6.6395  10.6668  13.5636
O  1.8753  8.4557  15.4685
O  9.4437  1.5806  19.8606
O  7.1569  0.6174  20.693
O  0.1736  5.2511  17.2576
O  2.5732  4.4769  16.8603
O  3.8308  3.2394  13.0723
O  9.4388  1.6639  16.0443
O  6.9669  8.9906  11.1402
O  10.9048  10.2793  15.9578
O  2.3999  1.7894  19.8891
O  7.1609  4.3848  12.1711
O  5.45  7.1377  12.1319
O  3.069  -0.2034  18.0988
O  4.3265  9.4388  13.0057
O  7.1978  2.8633  19.2954
O  5.2161  9.4527  15.4706
O  0.3733  3.5078  15.3044
O  1.6611  1.8517  12.6046
O  9.7283  9.8314  20.036
O  1.7892  6.5003  9.8128
O  2.9568  7.1998  13.2338
O  10.4588  1.2283  11.1499
O  6.4057  7.1911  16.4789
O  3.9949  7.013  15.6392
O  8.5217  2.9463  10.4968

Results
free energy: -50790.554 eV
free energy less fixed offsets of O -447.96, Si -113.29 eV per atom: 0.526 eV
gap between the highest filled and lowest empty level on this k mesh: 1.406 eV

The program warned: the cutoff lies below the one the program advises for these potential files; the model core charge is not resolved on the grid; the forces do not sum to zero within the program's tolerance; the exchange-correlation potential is rough where the density is thin.
